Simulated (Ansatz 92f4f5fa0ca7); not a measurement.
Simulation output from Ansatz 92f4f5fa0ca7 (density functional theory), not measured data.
Periodic cell of 208 atoms, Si128O80, from a study of silicon, its oxide and their interface. The atomic structure is a simulated model.
Doubt: the cutoff is far below the 930 eV that the study's wrapper takes by default for these files, so forces and energies are approximate.
This geometry differs little from another in the collection (a relaxation step or a small displacement).

Settings
functional: PBE
potential files: Ansatz PAW
basis: plane waves
wave-function cutoff: 580 eV
density cutoff ratio: 5
exchange-correlation grid ratio: 1
k mesh: 1 x 1 x 1, Gamma-centred
self-consistency stop: 5e-08 eV per atom in the density residual
occupations: fixed
spin: none
net charge: 0

Cell vectors (angstrom)
a  10.938  0  0
b  0  10.938  0
c  0.4687  0.8381  30.9251

Atoms and the computed forces on them: element, x, y, z (angstrom), force x, y, z (eV/angstrom)
Si  2.1282  -0.7949  23.3669  -0.0216  0.0091  -0.0032
Si  5.1852  1.6584  23.3605  0.0218  -0.0305  0.0267
Si  1.4966  5.1806  23.4612  0.0084  0.0116  0.0348
Si  4.3158  -3.0862  23.4966  0.0005  -0.0911  0.0903
Si  -3.7841  0.1857  23.304  0.0106  0.1411  0.0595
Si  -1.2753  2.5555  23.3828  0.0835  -0.0932  0.0964
Si  7.394  4.7711  23.5426  -0.0932  0.1286  0.0307
Si  -0.7407  -3.5192  23.5825  0.0137  -0.0003  0.0051
Si  3.3153  0.8131  24.6347  0.0062  0.0149  0.0015
Si  5.8833  3.4812  24.7576  0.0049  -0.0004  -0.0126
Si  3.1412  -4.6823  24.7523  0.0217  0.0032  -0.0166
Si  5.8486  -2.0239  24.8738  -0.0161  -0.1033  0.0844
Si  -2.239  0.9696  24.8431  0.0119  0.0155  -0.041
Si  0.4376  3.529  24.6979  0.0161  -0.0097  -0.0013
Si  8.6267  6.2817  24.8703  -0.0497  0.0185  0.0037
Si  0.4886  -1.8695  24.736  -0.0285  0.0071  0.0177
Si  1.8789  2.1731  26.0453  -0.0098  0.0151  0.0092
Si  4.5543  4.9178  26.1074  -0.0369  -0.0059  0.0132
Si  1.8338  -3.2521  26.1398  0.0028  -0.0051  0.0205
Si  4.5732  -0.519  26.1526  -0.0307  0.0308  0.0232
Si  7.283  2.2394  26.1998  0.0007  -0.0252  0.0167
Si  10.0441  4.8962  26.1529  0.0109  -0.0097  0.0373
Si  7.3024  7.6613  26.2016  0.0125  0.0071  0.0113
Si  -0.891  -0.5139  26.1087  -0.016  -0.008  0.0108
Si  0.4687  0.8381  27.5069  0.2429  0.0369  -0.398
Si  3.2032  3.5726  27.5069  -0.1547  -0.0993  -0.2936
Si  0.4687  6.3071  27.5069  0.0039  -0.067  -0.0493
Si  3.2032  -1.8964  27.5069  -0.0045  -0.0018  0.0945
Si  5.9377  0.8381  27.5069  -0.0352  0.0191  0.2788
Si  8.6722  3.5726  27.5069  -0.0015  0.0678  0.4571
Si  5.9377  6.3071  27.5069  -0.2356  -0.365  0.0997
Si  8.6722  -1.8964  27.5069  0.1416  0.2287  0.0088
Si  1.3673  -1.3673  3.418  -0.1845  -0.0402  0.4086
Si  4.1018  1.3673  3.418  -0.0872  -0.041  0.2791
Si  1.3673  4.1018  3.418  -0.1155  -0.2213  -0.2918
Si  4.1018  -4.1018  3.418  0.151  0.0275  -0.3954
Si  6.8362  -1.3673  3.418  0.2156  0.1771  -0.0838
Si  -1.3673  1.3673  3.418  -0.0768  -0.2888  -0.3769
Si  6.8362  4.1018  3.418  0.0863  0.0688  0.2375
Si  -1.3673  6.8362  3.418  0.1227  0.5276  -0.1439
Si  2.686  0.0238  4.8295  0.0056  -0.0088  0.0011
Si  5.4866  2.7185  4.8083  -0.0017  0.0027  -0.0037
Si  2.7448  5.4539  4.7142  -0.0117  0.0054  -0.0214
Si  5.4849  -2.7361  4.7472  -0.001  0.0009  -0.0217
Si  -2.7148  0.013  4.8016  -0.0006  -0.0065  -0.0163
Si  -0.0054  2.6802  4.7526  0.0044  -0.0099  -0.0077
Si  8.2248  5.5207  4.7621  0.0069  -0.0001  0.0116
Si  -0.0196  -2.7294  4.8604  -0.0062  0.0044  -0.0122
Si  1.2583  1.3473  6.2536  0.0266  0.0102  -0.0063
Si  4.0403  4.0581  6.0937  0.0155  -0.0076  -0.0029
Si  1.4256  -4.1514  6.1231  -0.0015  -0.0197  0.028
Si  4.1252  -1.3569  6.0903  -0.0102  0.0061  0.0088
Si  -4.0745  1.3719  6.1906  -0.0009  0.0072  0.0008
Si  -1.1812  4.2535  6.0183  -0.0017  0.0204  -0.0136
Si  6.8351  -4.0814  6.1577  0.0198  -0.0059  -0.0105
Si  -1.4115  -1.3342  6.2724  0.015  -0.0028  -0.0047
Si  -0.3813  0.2886  7.703  -0.018  0.0254  -0.008
Si  2.3643  3.0598  7.4201  -0.0653  0.0279  -0.0056
Si  0.6697  -6.0361  7.3187  0.0445  0.0061  -0.0136
Si  3.06  -3.0105  7.3273  -0.0164  0.0218  -0.0435
Si  5.6503  -0.1722  7.418  -0.0408  0.0058  -0.0124
Si  -2.7803  2.4219  7.9063  -0.0005  -0.0022  0.0115
Si  5.2215  5.6432  7.3539  0.0148  -0.0125  -0.0105
Si  -3.0898  -2.4324  7.5437  0.0065  -0.0269  -0.0015
Si  1.836  -0.5291  28.8741  0.0238  -0.0511  0.0045
Si  4.5705  2.2054  28.8741  0.023  -0.0749  0.0003
Si  1.836  4.9399  28.8741  -0.0413  -0.0043  -0.0272
Si  4.5705  7.6744  28.8741  -0.0573  -0.0106  -0.0319
Si  7.305  -0.5291  28.8741  -0.0176  0.0396  0.0097
Si  -0.8985  2.2054  28.8741  -0.0441  0.0848  -0.0297
Si  7.305  4.9399  28.8741  0.023  -0.0112  0.028
Si  10.0395  -3.2636  28.8741  0.0218  -0.0135  -0.0225
Si  3.2032  0.8381  30.2414  -0.0069  0.0441  -0.022
Si  5.9377  3.5726  30.2414  -0.0106  0.0242  -0.0273
Si  3.2032  6.3071  30.2414  0.0347  0.0048  -0.0064
Si  5.9377  -1.8964  30.2414  0.0372  -0.0411  -0.0186
Si  -2.2658  0.8381  30.2414  0.0541  -0.0707  -0.0146
Si  0.4687  3.5726  30.2414  0.0024  0.0057  0.0019
Si  8.6722  -4.6309  30.2414  -0.0498  0.0353  -0.0149
Si  0.4687  -1.8964  30.2414  -0.0254  -0.0055  -0.0221
Si  1.3673  1.3673  0.6835  0.0446  -0.0583  0.0264
Si  4.1018  4.1018  0.6835  0.0226  -0.0286  0.0202
Si  1.3673  6.8362  0.6835  -0.023  -0.0058  0.0143
Si  4.1018  -1.3673  0.6835  -0.0062  0.0149  0.0007
Si  6.8362  1.3673  0.6835  -0.0346  0.0552  0.0087
Si  -1.3673  4.1018  0.6835  -0.0349  0.0369  0.0147
Si  6.8362  -4.1018  0.6835  0.0218  -0.0084  0.0288
Si  -1.3673  -1.3673  0.6835  -0.0137  -0.0241  -0.0007
Si  0  0  2.0507  -0.1402  -0.0278  -0.0393
Si  2.7345  2.7345  2.0507  -0.017  0.0657  -0.0159
Si  0  5.469  2.0507  0.0189  -0.0298  0.0318
Si  2.7345  -2.7345  2.0507  0.0453  -0.0309  0.0304
Si  5.469  0  2.0507  -0.0083  -0.0719  0.0404
Si  8.2035  2.7345  2.0507  0.0155  -0.0276  0.0141
Si  5.469  5.469  2.0507  -0.0046  0.0642  -0.0119
Si  8.2035  -2.7345  2.0507  0.108  0.1003  -0.0403
Si  0.3075  -5.2197  10.2532  -0.0227  -0.0136  -0.024
Si  0.9624  -0.6987  20.4926  0.0003  0.0052  0.0181
Si  7.3222  4.4374  14.5575  0.0039  -0.0059  0.0038
Si  6.8613  -4.7182  12.1146  0.0059  -0.0097  0.0051
Si  0.3045  1.3228  15.934  -0.0051  0.0065  0.0001
Si  3.9138  0.2242  12.3861  -0.0025  0.0085  -0.002
Si  2.7009  5.0604  20.6585  0.0082  0.0025  0.0168
Si  -1.985  -3.0793  10.473  0.0143  -0.015  -0.01
Si  2.2934  0.5544  18.131  -0.0096  -0.0012  -0.0036
Si  8.5677  1.3376  20.9223  0.0054  0.0064  -0.0161
Si  4.9547  -0.6717  18.5189  0.0062  0.0044  -0.0072
Si  0.0387  -0.8175  10.6771  0.0035  -0.0033  -0.0006
Si  6.2949  3.921  9.8748  -0.0051  -0.0289  0.0044
Si  5.7157  1.9127  20.3207  -0.0036  0.011  0.0261
Si  6.9077  -2.9949  19.2082  0.0043  -0.0163  -0.0062
Si  5.6324  6.1703  21.2721  -0.0052  0.0006  0.0023
Si  8.6542  -2.2642  16.8922  -0.0007  -0.0011  0.0062
Si  -1.4505  -2.4466  20.7654  0.0074  -0.0038  0.0089
Si  -0.6654  4.1803  15.391  -0.0025  0.0014  -0.0008
Si  4.6202  4.4195  15.8  0.0036  0.0005  0.0077
Si  1.0258  0.9939  13.0134  0.001  -0.0009  0.0109
Si  2.5476  -4.6041  14.2683  0.0009  -0.0042  0.0017
Si  4.1525  1.6958  9.65  0.0053  0.0208  -0.0068
Si  5.6435  2.0598  14.2388  0.0018  -0.0111  -0.0068
Si  2.2553  -2.8844  10.1872  -0.0091  -0.0009  -0.0038
Si  3.773  3.3113  18.5601  0.0069  0.0101  -0.0038
Si  4.2788  -2.8515  12.4  -0.0049  0.0055  0.0058
Si  0.2336  -4.0356  16.3792  0.0008  0.0007  0.0105
Si  0.9539  -3.4926  19.3974  0.0016  -0.0003  -0.0099
Si  6.7723  -0.0836  16.2701  0.0048  0.0094  0.0018
Si  -1.9073  0.4161  17.9821  0.0014  0.0054  0.009
Si  0.8774  4.1671  12.7902  -0.0014  0.0001  0.0049
O  0.984  -3.6356  17.7718  -0.0037  -0.0061  -0.0117
O  -0.3192  5.3747  16.4382  0.0016  0.0007  0.0018
O  4.5374  2.9116  15.1216  -0.0002  -0.0007  -0.0006
O  2.3913  -2.3222  8.6664  -0.0017  -0.0014  0.0255
O  6.7627  -1.358  23.6566  0.0361  -0.013  -0.1313
O  2.8928  2.4348  8.8887  0.0288  -0.0244  0.0223
O  7.507  2.9331  9.3394  -0.0131  0.0167  0.0014
O  8.713  14.7229  7.2197  -0.0229  -0.0019  0.0141
O  2.0627  4.5259  22.0597  0.0109  -0.0059  -0.0364
O  1.5411  0.5578  16.678  -0.001  -0.0021  0.0026
O  2.4614  0.2258  13.131  -0.0036  0.0007  -0.0033
O  0.2028  -0.276  9.1393  0.0069  -0.0207  0.0308
O  0.3935  4.4617  11.2709  -0.0008  0.0071  -0.0064
O  -0.053  -5.7963  8.7878  0.0097  0.0048  0.0473
O  -2.4612  -3.102  8.911  0.0161  -0.0078  0.0303
O  -0.6154  -1.0327  20.7872  -0.0025  -0.0004  0.0066
O  -1.4005  -1.5942  10.8503  -0.0004  -0.0001  -0.0021
O  6.6571  5.2812  22.166  -0.0067  0.0059  -0.0053
O  1.5987  -2.0906  19.9246  0.0008  -0.0065  0.0065
O  3.2078  -1.9809  22.9804  -0.01  0.05  -0.048
O  -1.5892  -2.9618  22.2982  -0.0112  0.0117  -0.0155
O  5.1748  -3.4691  22.1446  0.0235  -0.0032  -0.0238
O  5.4888  -3.935  12.5355  -0.0074  0.004  -0.007
O  0.394  -4.5965  23.0319  -0.0042  -0.0102  -0.0217
O  3.184  1.8996  18.0569  -0.0023  -0.0042  0.0075
O  3.676  5.5732  15.1557  -0.0094  0.0046  -0.0085
O  7.5752  -5.2906  13.4812  0.0009  -0.007  0.0035
O  3.7152  -2.9347  10.8767  0.0077  -0.002  0.0065
O  4.2727  5.3753  20.903  -0.0164  -0.003  0.011
O  4.8747  1.9434  21.739  -0.0022  0.0086  -0.0473
O  -0.6138  -3.5518  19.8815  0.0054  -0.0044  0.0024
O  4.6133  -1.2504  12.6072  0.0011  -0.0098  -0.0065
O  -1.717  0.9996  19.4723  0.0017  -0.0098  -0.011
O  1.3128  2.5967  12.8336  -0.0038  -0.0009  -0.0061
O  7.7273  -1.3696  15.8498  0.0005  0.0021  0.0004
O  5.8587  4.9215  8.6721  0.0076  -0.0069  0.0052
O  4.9714  0.7257  8.6211  -0.0064  0.0098  0.0077
O  8.6504  3.985  15.3996  -0.0038  0.0027  -0.0049
O  7.7295  -3.5171  11.4389  -0.0032  -0.0043  -0.0051
O  6.1831  4.894  15.6526  -0.0022  -0.0013  0.0012
O  0.1488  0.3965  11.7652  0.0035  0.0071  0.0002
O  4.8987  1.3569  12.9961  0.0196  0.0095  0.0219
O  1.8586  6.3155  20.0999  -0.0037  0.0036  0.0089
O  -1.1397  1.9412  21.8368  -0.0181  -0.0222  -0.0488
O  4.1528  -4.1368  7.865  -0.0011  0.0035  0.0424
O  5.0812  2.8962  10.273  0.0034  0.0046  -0.0067
O  6.4512  0.8818  15.0247  -0.0094  0.0072  -0.0055
O  6.408  -4.3838  19.8896  0.0128  0.0158  -0.0104
O  -1.0055  1.0853  16.835  0.0046  -0.0013  0.0023
O  -0.3395  4.4917  13.8225  0.0015  -0.0015  0.0035
O  1.7233  -4.4239  10.1933  0.0015  0.0049  -0.0014
O  5.5667  -2.0814  19.0505  -0.004  0.0099  0.0109
O  1.2473  -1.8794  10.981  -0.0024  0.0055  -0.0082
O  -1.5284  1.3928  8.1828  0.0044  -0.0132  0.0019
O  8.6154  3.7846  23.0796  0.0183  -0.0322  -0.0352
O  2.0755  5.2032  13.1785  0.0086  0.0093  0.0087
O  3.6453  0.6899  10.8341  -0.0005  -0.0175  0.0164
O  5.3694  -0.534  16.9411  0.001  0.0013  0.004
O  7.6593  -3.2479  17.762  0.0029  0.0042  0.0011
O  7.8476  0.134  21.7961  0.0212  -0.0135  -0.0283
O  5.1715  3.0891  19.3507  -0.0094  -0.0009  0.0011
O  3.3282  -0.679  18.4002  0.0038  -0.001  0.0116
O  3.1635  -3.3093  13.4982  0.0016  -0.0084  -0.0017
O  1.3228  -3.977  15.1619  0.0016  0.0005  0.001
O  1.1974  0.4655  19.3568  0.0111  0.0097  -0.005
O  0.33  2.9597  15.8491  -0.0003  -0.0065  0.0018
O  6.6629  4.9136  11.1262  0.0038  0.0215  0.0107
O  7.5115  0.7272  17.4867  -0.003  -0.0042  -0.002
O  1.6207  -0.2054  21.9062  -0.0063  0.0033  -0.0193
O  2.6127  3.9066  19.5265  0.0015  -0.012  -0.0021
O  0.2021  0.7404  14.4096  -0.0028  0.0015  0.007
O  4.1111  4.3142  17.335  0.0015  0.0011  -0.001
O  6.76  3.137  13.7246  -0.0033  -0.0047  0.0044
O  -0.8418  -4.1949  10.7326  -0.005  0.0043  -0.0195
O  5.4769  0.4723  19.5719  -0.0072  -0.0151  0.0003
O  7.9809  -2.2646  20.1982  -0.0112  -0.0035  0.0058
O  7.2831  2.3073  20.5951  -0.0033  -0.0093  0.0063
O  -1.0792  -3.0613  16.1302  0.0005  -0.0004  -0.0009
O  -1.596  -1.1969  17.9454  -0.0028  -0.0012  0.0009
O  6.7177  -1.3024  8.0277  -0.0075  0.0125  0.0287

Results
free energy: -126870.129 eV
free energy less fixed offsets of O -568.88, Si -635.61 eV per atom: -1.649 eV

The program warned: the cutoff lies below the one the program advises for these potential files; the exchange-correlation potential is rough where the density is thin.
